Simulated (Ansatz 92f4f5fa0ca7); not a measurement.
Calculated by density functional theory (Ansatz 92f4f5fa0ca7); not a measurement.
Periodic cell of 231 atoms, Si140O85As6, from a study of silicon, its oxide and their interface. The atomic structure is a simulated model.
Doubt: the cutoff is far below the 930 eV that the study's wrapper takes by default for these files, so forces and energies are approximate.
This geometry differs little from another in the collection (a relaxation step or a small displacement).

Settings: functional PBE; potential files Ansatz PAW; basis plane waves; wave-function cutoff 580 eV; density cutoff ratio 5; exchange-correlation grid ratio 1; k mesh 1 x 1 x 1, Gamma-centred; self-consistency stop 5e-08 eV per atom in the density residual; occupations fixed; spin none; net charge 0.

Cell vectors (angstrom)
a, 11.6015, 0, 0
b, 0, 10.938, 0
c, 0, 0, 32.7675

Atoms: element, x, y, z (angstrom)
Si, 0.0322, -0.0473, 24.2423
As, 3.9084, -0.2175, 24.0029
As, 7.8657, -0.3363, 24.0115
Si, 2.015, 1.2522, 24.2794
Si, 5.9693, 1.0997, 24.188
Si, 9.663, 1.2895, 24.1844
Si, -0.2382, 5.4455, 24.0833
Si, 3.7744, 5.2977, 23.7512
Si, 7.8288, 5.5244, 23.9735
Si, 1.7989, 6.6873, 23.951
Si, 5.7535, 6.7742, 23.7403
As, 9.6354, 7.1228, 23.9632
Si, 1.9457, 2.7556, 26.0661
Si, 5.8172, 2.7192, 25.9238
Si, 9.6291, 2.7248, 26.0517
Si, -0.0363, 4.073, 26.0138
Si, 3.8753, 4.1097, 25.8796
Si, 7.7212, 4.1378, 25.9479
Si, 1.9274, 8.075, 25.9621
Si, 5.7924, 8.0728, 25.8718
Si, 9.6707, 8.1474, 26.1132
Si, 0.0123, 9.4864, 26.112
Si, 3.8698, 9.4632, 26.0189
Si, 7.7339, 9.4663, 26.0813
Si, 0.0052, 0.0037, 27.9646
Si, 3.8722, -0.0411, 27.9191
Si, 7.6991, -0.0211, 27.9419
Si, 1.9493, 1.3499, 27.9609
Si, 5.784, 1.37, 27.9038
Si, 9.642, 1.334, 27.9527
Si, 0.0123, 5.4478, 27.9431
Si, 3.8918, 5.4361, 27.8865
Si, 7.7216, 5.4505, 27.9264
Si, 1.9548, 6.792, 27.9426
Si, 5.8026, 6.8228, 27.9045
Si, 9.6699, 6.7718, 27.991
Si, 1.9336, 2.7345, 29.8683
Si, 5.8008, 2.7345, 29.8683
Si, 9.6679, 2.7345, 29.8683
Si, 0, 4.1018, 29.8683
Si, 3.8672, 4.1018, 29.8683
Si, 7.7343, 4.1018, 29.8683
Si, 1.9336, 8.2035, 29.8683
Si, 5.8008, 8.2035, 29.8683
Si, 9.6679, 8.2035, 29.8683
Si, 0, 9.5708, 29.8683
Si, 3.8672, 9.5708, 29.8683
Si, 7.7343, 9.5708, 29.8683
Si, 0, 0, 31.8018
Si, 3.8672, 0, 31.8018
Si, 7.7343, 0, 31.8018
Si, 1.9336, 1.3673, 31.8018
Si, 5.8008, 1.3673, 31.8018
Si, 9.6679, 1.3673, 31.8018
Si, 0, 5.469, 31.8018
Si, 3.8672, 5.469, 31.8018
Si, 7.7343, 5.469, 31.8018
Si, 1.9336, 6.8362, 31.8018
Si, 5.8008, 6.8362, 31.8018
Si, 9.6679, 6.8362, 31.8018
Si, 1.9336, 2.7345, 0.9679
Si, 5.8008, 2.7345, 0.9679
Si, 9.6679, 2.7345, 0.9679
Si, 0, 4.1018, 0.9679
Si, 3.8672, 4.1018, 0.9679
Si, 7.7343, 4.1018, 0.9679
Si, 1.9336, 8.2035, 0.9679
Si, 5.8008, 8.2035, 0.9679
Si, 9.6679, 8.2035, 0.9679
Si, 0, 9.5708, 0.9679
Si, 3.8672, 9.5708, 0.9679
Si, 7.7343, 9.5708, 0.9679
Si, 0.0079, 0.0493, 2.8631
Si, 3.8468, 0.0391, 2.8975
Si, 7.7441, 0.0368, 2.8734
Si, 1.9276, 1.4323, 2.9546
Si, 5.7965, 1.3868, 2.8948
Si, 9.6787, 1.416, 2.907
Si, 0.0338, 5.4634, 2.9809
Si, 3.841, 5.4577, 2.9172
Si, 7.7242, 5.5279, 2.8702
Si, 1.9303, 6.8586, 2.914
Si, 5.7635, 6.8256, 2.8726
Si, 9.7, 6.8298, 2.9275
Si, 1.9367, 2.7469, 4.9709
Si, 5.8225, 2.7767, 4.8157
Si, 9.6842, 2.9683, 4.7281
Si, 0.0496, 4.225, 5.0697
Si, 3.871, 4.1469, 4.9002
Si, 7.7141, 4.2447, 4.83
Si, 1.9063, 8.2391, 4.8373
Si, 5.7555, 8.2136, 4.772
Si, 9.6959, 8.2106, 4.8613
Si, -0.0161, 9.6542, 4.7912
Si, 3.8458, 9.619, 4.8272
Si, 7.7309, 9.4878, 4.7016
Si, -0.088, 0.2338, 6.6252
Si, 3.8657, 0.0261, 6.7968
Si, 7.8458, -0.0226, 6.5074
As, 1.9364, 1.5064, 7.0849
Si, 5.8974, 1.3147, 6.69
Si, 9.5314, 1.5861, 6.5405
Si, 0.033, 5.6784, 7.1105
As, 3.8546, 5.4027, 6.9888
Si, 7.7246, 5.6184, 6.8187
As, 1.9855, 7.1067, 6.974
Si, 5.7491, 6.9289, 6.7449
Si, 9.6761, 7.0147, 6.9569
O, 6.2707, 2.3479, 7.9556
O, 11.1517, 10.1179, 7.8661
O, 7.6471, 4.6416, 8.1705
O, 9.0381, 2.3834, 7.9548
O, 9.6829, 7.9913, 8.3381
O, 3.8684, 9.9129, 8.0931
O, 0.0271, 5.0891, 8.7053
O, 5.7751, 8.0195, 8.0222
O, 8.3238, 10.1685, 7.9345
O, 5.7463, 7.8884, 22.4841
O, 2.5082, 8.9504, 18.5388
O, 3.6873, 4.1879, 22.4639
O, 9.5723, 2.191, 22.7835
O, 1.9862, 2.1895, 22.9073
O, -0.0075, 9.8811, 22.9261
O, 1.6785, 7.7634, 22.6838
O, 6.2439, 1.7355, 22.6556
O, -0.6388, 4.4909, 22.7585
Si, 7.6354, -4.323, 16.7373
Si, 5.1101, 5.1751, 12.5084
Si, 1.3261, 13.1561, 14.7634
Si, 0.0456, 3.5114, 17.1972
Si, 4.5423, 6.0304, 16.9148
Si, 2.0964, 9.8386, 11.7454
Si, -0.4655, 19.1228, 14.8254
Si, 5.7, 8.7513, 21.0984
Si, 9.7395, 9.6221, 8.5504
Si, -5.3951, -0.7626, 14.0471
Si, 5.5798, 1.0716, 21.3049
Si, 10.2036, 7.0577, 12.2796
Si, -6.7019, 10.7834, 11.2187
Si, -1.9881, 3.7233, 22.2009
Si, 10.0273, 2.4632, 19.4635
Si, -2.3756, 9.6458, 13.1827
Si, -0.7597, 0.0102, 11.1237
Si, -4.8681, 12.7026, 15.7673
Si, 6.4434, 2.5931, 11.2844
Si, 7.3285, 12.0124, 18.7797
Si, 13.2317, -0.8994, 19.3725
Si, 10.7546, 19.4687, 19.4707
Si, 3.9336, 8.184, 18.6796
Si, 8.3938, 2.8391, 13.667
Si, -0.3376, 2.77, 12.128
Si, 4.725, 8.8293, 8.9803
Si, 7.7579, 8.9532, 18.8765
Si, 7.6451, 3.0473, 8.5241
Si, -3.8114, 16.7679, 13.7689
Si, 11.9011, 5.4045, 10.3062
Si, 1.9002, 10.1668, 14.8737
Si, 4.4802, -2.2374, 15.9093
Si, -8.5981, -3.9397, 10.8763
Si, 10.4851, 6.2946, 17.3144
Si, 3.018, 13.7602, 21.8182
Si, 0.7752, 8.8797, 21.9221
Si, 1.369, 13.0424, 19.4175
Si, 4.1876, 14.6054, 15.1559
O, 0.8468, 2.3745, 13.1997
O, 7.6845, 10.0149, 13.4196
O, -8.7416, 13.6956, 14.9223
O, 2.065, 10.315, 13.2792
O, 1.3335, 11.6205, 15.3418
O, -3.8002, 6.7723, 15.1063
O, -3.3987, 1.9522, 15.0327
O, 4.379, 19.3076, 20.2261
O, 5.5062, -1.2801, 10.1732
O, 3.3207, 9.785, 15.5607
O, 11.687, 15.042, 11.2784
O, 4.0605, -3.8182, 15.7727
O, -7.2217, 4.6082, 13.8437
O, -0.0053, 16.0636, 17.2246
O, -0.3549, 8.1611, 20.9844
O, 8.2742, 4.5566, 22.6763
O, 5.5259, 3.9209, 11.538
O, -1.729, 2.9432, 12.9918
O, -6.035, 13.776, 15.3884
O, 10.0882, 10.8857, 12.5789
O, -7.6942, 6.5724, 18.3363
O, -4.6297, 1.8145, 17.3762
O, 0.1022, 9.7283, 18.88
O, 7.5629, 2.8933, 10.1383
O, 9.6331, 3.6218, 20.565
O, 6.9509, 8.3113, 20.1448
O, 7.1696, 21.3586, 18.5233
O, 8.8274, 1.3836, 19.3343
O, -0.4783, 12.5504, 10.9679
O, 4.0884, 6.1594, 11.7332
O, -2.4996, 6.0028, 12.8258
O, 1.7713, 9.7668, 20.9792
O, 5.2177, -0.4971, 12.7796
O, 2.0715, 0.6512, 19.1171
O, 3.7362, 7.6817, 9.589
O, 5.4805, 1.3322, 10.882
O, -0.2472, 7.3324, 13.4306
O, 10.8726, 6.5497, 10.89
O, 4.0659, 1.659, 21.35
O, 9.8298, 10.2648, 10.0449
O, 7.8759, 4.2801, 14.2126
O, 1.8291, 16.9077, 10.4124
O, -4.2937, 13.1516, 12.6117
O, 4.8802, 8.8819, 17.5091
O, -1.3303, 3.0237, 17.9429
O, 3.27, 10.7136, 11.0103
O, -5.1771, 6.0701, 12.9075
O, -0.9046, 7.215, 16.0138
O, 6.142, 11.2966, 15.2147
O, 10.8134, 7.1348, 18.6556
O, -2.6759, 16.6924, 17.2963
O, 12.4793, 8.969, 15.2617
O, 5.671, -0.5691, 21.3733
O, 9.3622, 8.442, 12.0793
O, 11.4447, 1.7977, 19.9566
O, 6.1865, -5.0244, 17.0351
O, 1.328, 13.8812, 18.0235
O, 3.9385, 4.587, 16.4911
O, 7.7031, 8.052, 17.5177
O, 9.2655, -1.8055, 19.4247
O, 0.6525, 10.1291, 11.0529
O, 9.9028, 9.234, 14.6036
O, -5.8937, -2.0877, 14.8518
O, 2.1539, 3.0864, 20.4615
O, 0.2211, 3.0349, 15.6522
O, 2.3858, 8.2332, 11.7416
O, 6.2852, 1.5806, 19.9334

Results
free energy: -166479.306 eV
free energy less fixed offsets of As -4856.12, O -568.88, Si -635.61 eV per atom: -2.386 eV

Forces (eV/angstrom), in the order of the atoms: element, x, y, z
Si, 0.0076, -0.0105, -0.0025
As, -0.0053, -0.0033, 0.0047
As, -0.0006, 0.0021, 0.0022
Si, 0.0057, 0.0037, -0.0107
Si, 0.0046, -0.0002, 0.0036
Si, -0.0086, -0.0043, -0.0105
Si, -0.0237, -0.0252, -0.0039
Si, 0.0022, -0.005, -0.0119
Si, 0.0315, -0.0125, -0.0084
Si, 0.0044, 0.0194, -0.0083
Si, -0.0086, 0.005, -0.0118
As, -0.0044, 0.0125, 0.0031
Si, -0.0055, 0.008, -0.0038
Si, 0.0074, 0.0048, -0.0078
Si, 0.0126, 0.0112, -0.0042
Si, 0.0026, -0.005, -0.0008
Si, 0.0004, -0.0088, 0.0106
Si, -0.0175, -0.0071, 0.0035
Si, -0.0025, 0.0132, 0.0059
Si, -0.0009, 0.0131, 0.012
Si, -0.0024, 0.0045, 0.0001
Si, 0.0006, -0.0161, -0.0038
Si, 0.0026, -0.0064, -0.0081
Si, 0.0068, -0.0075, -0.0107
Si, 0.0022, 0.0066, -0.0093
Si, 0.0013, -0.0018, -0.0003
Si, -0.0035, -0.0006, -0.0102
Si, 0.0046, -0.0031, -0.0062
Si, -0.005, -0.0003, -0.0055
Si, 0.001, -0.0116, -0.006
Si, -0.0009, 0.004, -0.0074
Si, -0.003, 0.0069, -0.0114
Si, 0.0005, 0.0078, -0.0071
Si, -0.0015, -0.0044, -0.0114
Si, -0.0012, -0.008, -0.0171
Si, 0.0034, 0.0019, -0.0108
Si, 0.0465, -0.0211, 0.1899
Si, -0.0405, -0.0653, -0.0854
Si, -0.0416, -0.0755, 0.0466
Si, 0.0465, -0.2095, 0.0243
Si, 0.0475, -0.0856, -0.2257
Si, -0.0598, -0.1124, -0.0779
Si, 0.0606, -0.0323, -0.1153
Si, -0.0165, -0.0122, -0.2155
Si, -0.0085, 0.0391, 0.0682
Si, -0.0048, -0.0398, 0.176
Si, 0.0308, -0.0672, 0.0912
Si, -0.0714, -0.0535, 0.1234
Si, 0.0134, -0.0472, 0.005
Si, -0.008, 0.0322, 0.0213
Si, -0.004, -0.0294, -0.0099
Si, 0.0071, -0.0734, 0.0409
Si, -0.0101, -0.0655, -0.0348
Si, 0.0068, -0.0163, 0.0066
Si, 0.0013, 0.1267, 0.0745
Si, 0.0097, 0.1145, -0.0093
Si, -0.0163, 0.043, 0.0135
Si, -0.0089, -0.032, -0.0189
Si, -0.0007, -0.0577, -0.0781
Si, 0.0042, -0.0145, 0.0256
Si, 0.0042, 0.107, 0.0911
Si, -0.0077, 0.1074, -0.1017
Si, 0.0049, 0.1134, -0.1388
Si, 0.0564, 0.0029, 0.4169
Si, -0.0893, -0.0657, 0.0446
Si, 0.0235, 0.0149, 0.0312
Si, 0.0109, 0.0709, 0.0439
Si, -0.1053, 0.1268, -0.0546
Si, 0.0879, -0.0163, 0.2355
Si, 0.0054, 0.1175, -0.1248
Si, -0.0402, 0.1162, 0.0115
Si, 0.0383, 0.0817, -0.0633
Si, -0.0063, -0.0024, 0.0081
Si, -0.0012, 0.0092, 0.0078
Si, 0.0026, 0.0044, 0.0014
Si, 0.0006, -0.0051, 0.0063
Si, 0.0058, -0.005, 0.0022
Si, -0.0004, -0.0063, -0.0002
Si, -0.0009, 0.0051, 0.0099
Si, 0.0016, -0.0019, 0.004
Si, 0.0012, 0.0063, 0.0046
Si, -0.0008, -0.0021, -0.0017
Si, 0.0049, -0.0038, 0.0039
Si, -0.0046, -0.0049, 0.0082
Si, -0.0011, -0.0041, -0.0041
Si, -0.0022, 0.0074, -0.0037
Si, 0.0005, 0.007, -0.0011
Si, -0.0102, -0.0045, -0.008
Si, 0.0115, 0.0051, -0.0005
Si, 0.001, -0.0076, 0
Si, -0.0042, 0.0037, 0.0095
Si, -0.0022, 0.0097, 0.0083
Si, -0.0026, 0.015, -0.0046
Si, 0.0024, -0.0017, -0.0073
Si, 0.0065, -0.0107, -0.0105
Si, 0.001, -0.0078, -0.002
Si, 0.0145, -0.0139, -0.0011
Si, -0.0018, -0.0074, 0.0079
Si, 0.0059, -0.018, -0.001
As, -0.0064, 0.0039, 0.0023
Si, 0.0011, 0.0119, -0.0012
Si, -0.0131, 0.0226, -0.0063
Si, 0.019, 0.0028, 0.0121
As, -0.0048, -0.0059, 0.0052
Si, -0.0029, -0.0039, 0.0005
As, -0.0006, 0.0019, -0.0077
Si, -0.0065, 0.0148, -0.007
Si, -0.0105, 0.0081, 0.0066
O, 0.0008, -0.0049, -0.0005
O, 0.0012, -0.0044, 0.0035
O, 0.0033, 0.0029, 0.0022
O, 0.0087, -0.0062, -0.0033
O, 0.0041, -0.0151, -0.0112
O, -0.003, 0.0075, -0.0054
O, -0.0101, -0.0096, -0.0166
O, 0.0074, -0.0065, -0.0056
O, 0.001, 0.0004, 0.0075
O, 0.0012, -0.0072, 0.0049
O, -0.0034, 0.0034, -0.005
O, 0.0019, 0.0095, 0.0007
O, 0.0034, -0.0023, 0.0026
O, -0.0058, 0.0035, -0.0005
O, -0.0029, 0.0053, -0.0047
O, 0.0081, -0.0113, -0.0024
O, -0.001, 0.0016, -0.0057
O, 0.0106, 0.0061, -0.0005
Si, -0.001, -0.0043, -0.0049
Si, -0.0025, 0.0036, -0.0005
Si, 0.005, 0.0007, -0.0023
Si, -0.0004, 0.0044, -0.0057
Si, 0.002, -0.0034, -0.0035
Si, 0.0007, -0.0038, -0.0032
Si, 0.0022, -0.002, -0.0013
Si, -0.0029, 0.0056, -0.0089
Si, -0.0023, 0.0026, 0.0007
Si, 0.0004, -0.0047, 0.0059
Si, 0.002, -0.0001, -0.0017
Si, 0.0019, -0.0003, -0.0034
Si, 0.0021, -0.0036, -0.005
Si, 0.0035, -0.0056, -0.0075
Si, -0.0049, 0.007, 0.0077
Si, -0.0014, -0.0037, -0.0034
Si, -0.0062, -0.003, -0.0073
Si, -0.0006, 0.0042, -0.0014
Si, 0.0043, 0.0008, -0.0057
Si, -0.0084, 0.0029, 0.0044
Si, 0.0047, -0.004, 0.0068
Si, -0.0055, -0.006, 0.0105
Si, 0.0046, -0.0031, 0.0015
Si, 0.0017, 0.0024, 0.0035
Si, 0.0002, 0.0048, -0.0027
Si, 0.0038, -0.0038, 0.0126
Si, -0.0008, -0.0014, 0.0067
Si, -0.0062, 0.0001, 0.0073
Si, 0.0031, 0.0004, -0.003
Si, 0.003, 0.0054, 0.0064
Si, -0.0025, 0.0022, 0.0009
Si, 0.0011, -0.0011, -0.0042
Si, -0.0018, -0.0034, -0.0053
Si, -0.0031, -0.0026, -0.0024
Si, -0.0021, -0.0123, -0.0048
Si, -0.007, 0.0031, -0.0068
Si, 0.0036, 0.0048, 0.009
Si, -0.0009, -0.0035, 0.0005
O, -0.0019, 0.0002, -0.0032
O, 0.0048, 0.0004, -0.0046
O, -0.0005, 0.0002, -0.0032
O, -0.0003, -0.001, -0.0035
O, 0.0005, -0.0013, -0.0028
O, 0.0014, -0.0005, -0.0018
O, 0.0008, -0.0014, -0.0028
O, 0.0038, -0.0002, -0.0024
O, -0.0031, 0.0022, 0.0007
O, 0.0029, -0.0008, -0.0018
O, 0.0011, -0.0002, -0.0024
O, -0.0018, 0.001, -0.0018
O, 0.0012, 0.0018, -0.0065
O, 0.0004, -0.0033, -0.0029
O, 0.0048, 0.0015, -0.0049
O, -0.0157, 0.0073, -0.0031
O, -0.0001, -0.0026, -0.0037
O, -0.0005, -0.0006, -0.0018
O, 0, 0.0013, -0.0024
O, 0.0005, 0.0005, -0.0011
O, -0.0021, 0.0013, -0.0024
O, 0.0032, -0.0015, 0.0002
O, 0.0034, 0.0043, -0.0061
O, -0.0045, 0.001, -0.0006
O, -0.0003, -0.0022, -0.0079
O, -0.0028, -0.0003, -0.0036
O, 0.0026, -0.0008, -0.005
O, 0.0028, -0.0012, -0.0067
O, 0.0023, -0.0029, -0.0038
O, 0.0012, -0.0023, -0.0003
O, -0.0026, -0.0006, -0.0008
O, -0.0022, -0.002, -0.0087
O, -0.0059, 0.0023, -0.0076
O, -0.0004, 0.0003, -0.0093
O, 0.001, 0.001, -0.003
O, -0.0002, 0.0028, -0.0017
O, -0.0004, 0.0015, -0.001
O, 0.003, -0.0017, -0.002
O, -0.0047, 0.006, -0.0045
O, 0.0033, 0.0038, 0.0069
O, 0.0008, 0.0005, -0.0046
O, -0.0007, 0.0006, 0.0021
O, -0.002, -0.0011, -0.0021
O, -0.0009, 0, -0.0022
O, 0.0001, -0.0026, -0.0043
O, -0.0001, 0.0004, -0.0012
O, 0.0003, -0.0008, -0.0027
O, -0.0002, 0.0009, -0.0032
O, 0.0003, -0.001, 0.0004
O, 0.0006, 0.0025, -0.005
O, 0.0032, -0.0007, -0.003
O, 0.0006, 0.0003, -0.0037
O, 0.002, -0.0041, -0.0022
O, 0.0002, 0.0022, -0.0001
O, 0.0006, -0.0025, -0.0084
O, 0.0017, 0.0003, -0.0037
O, 0.0008, -0.003, -0.0043
O, -0.0002, -0.0001, -0.0036
O, 0.0016, 0.005, -0.0027
O, 0.0011, 0.0011, -0.0099
O, 0.0004, 0.0023, -0.0034
O, -0.0012, 0.0007, -0.0022
O, 0.0005, -0.0019, -0.0043
O, 0.0014, 0.0004, -0.0092
O, -0.0006, 0, 0.0003
O, -0.0006, 0.0023, -0.0001
O, 0.0052, 0.0009, -0.0134

The program warned: the cutoff lies below the one the program advises for these potential files; the forces do not sum to zero within the program's tolerance; the exchange-correlation potential is rough where the density is thin.
